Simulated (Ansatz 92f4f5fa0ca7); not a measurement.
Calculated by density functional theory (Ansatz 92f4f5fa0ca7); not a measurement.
Periodic cell of 375 atoms, Si241O134, from a study of silicon, its oxide and their interface. The atomic structure is a simulated model.
Doubt: the cutoff is far below the 930 eV that the study's wrapper takes by default for these files, so forces and energies are approximate.
This geometry differs little from another in the collection (a relaxation step or a small displacement).

Settings: functional PBE; potential files Ansatz PAW; basis plane waves; wave-function cutoff 580 eV; density cutoff ratio 5; exchange-correlation grid ratio 1; k mesh 1 x 1 x 1, Gamma-centred; self-consistency stop 5e-08 eV per atom in the density residual; occupations fixed; spin none; net charge 0.

Cell vectors (angstrom)
a, 11.6015, 0, 0
b, 0, 13.3963, 0
c, 0, 0, 42.6803

Atoms: element, x, y, z (angstrom)
Si, 0, 2.2327, 1.1851
Si, 3.8672, 2.2327, 1.1851
Si, 7.7343, 2.2327, 1.1851
Si, 1.9336, 5.5818, 1.1851
Si, 5.8008, 5.5818, 1.1851
Si, 9.6679, 5.5818, 1.1851
Si, 0, 8.9308, 1.1851
Si, 3.8672, 8.9308, 1.1851
Si, 7.7343, 8.9308, 1.1851
Si, 1.9336, 12.2799, 1.1851
Si, 5.8008, 12.2799, 1.1851
Si, 9.6679, 12.2799, 1.1851
Si, 1.9336, 1.1164, 1.9745
Si, 5.8008, 1.1164, 1.9745
Si, 9.6679, 1.1164, 1.9745
Si, 0, 4.4654, 1.9745
Si, 3.8672, 4.4654, 1.9745
Si, 7.7343, 4.4654, 1.9745
Si, 1.9336, 7.8145, 1.9745
Si, 5.8008, 7.8145, 1.9745
Si, 9.6679, 7.8145, 1.9745
Si, 0, 11.1635, 1.9745
Si, 3.8672, 11.1635, 1.9745
Si, 7.7343, 11.1635, 1.9745
Si, 1.9336, 1.1164, 4.3426
Si, 5.8008, 1.1164, 4.3426
Si, 9.6679, 1.1164, 4.3426
Si, 0, 4.4654, 4.3426
Si, 3.8672, 4.4654, 4.3426
Si, 7.7343, 4.4654, 4.3426
Si, 1.9336, 7.8145, 4.3426
Si, 5.8008, 7.8145, 4.3426
Si, 9.6679, 7.8145, 4.3426
Si, 0, 11.1635, 4.3426
Si, 3.8672, 11.1635, 4.3426
Si, 7.7343, 11.1635, 4.3426
Si, 0, 0, 38.3397
Si, 3.8672, 0, 38.3397
Si, 7.7343, 0, 38.3397
Si, 1.9336, 3.3491, 38.3397
Si, 5.8008, 3.3491, 38.3397
Si, 9.6679, 3.3491, 38.3397
Si, 0, 6.6981, 38.3397
Si, 3.8672, 6.6981, 38.3397
Si, 7.7343, 6.6981, 38.3397
Si, 1.9336, 10.0472, 38.3397
Si, 5.8008, 10.0472, 38.3397
Si, 9.6679, 10.0472, 38.3397
Si, 0, 0, 40.7079
Si, 3.8672, 0, 40.7079
Si, 7.7343, 0, 40.7079
Si, 1.9336, 3.3491, 40.7079
Si, 5.8008, 3.3491, 40.7079
Si, 9.6679, 3.3491, 40.7079
Si, 0, 6.6981, 40.7079
Si, 3.8672, 6.6981, 40.7079
Si, 7.7343, 6.6981, 40.7079
Si, 1.9336, 10.0472, 40.7079
Si, 5.8008, 10.0472, 40.7079
Si, 9.6679, 10.0472, 40.7079
Si, 0, 2.2327, 41.4972
Si, 3.8672, 2.2327, 41.4972
Si, 7.7343, 2.2327, 41.4972
Si, 1.9336, 5.5818, 41.4972
Si, 5.8008, 5.5818, 41.4972
Si, 9.6679, 5.5818, 41.4972
Si, 0, 8.9308, 41.4972
Si, 3.8672, 8.9308, 41.4972
Si, 7.7343, 8.9308, 41.4972
Si, 1.9336, 12.2799, 41.4972
Si, 5.8008, 12.2799, 41.4972
Si, 9.6679, 12.2799, 41.4972
Si, 1.2984, 3.3896, 23.224
Si, 0.697, 6.6074, 32.2262
Si, 2.0959, 5.3366, 30.8815
Si, 6.7206, 7.9244, 19.3778
Si, 4.899, 1.0666, 32.3182
Si, 10.8825, 1.8702, 29.5072
Si, 3.9012, 10.5, 32.41
Si, 3.9463, 9.2094, 34.4451
Si, 12.8389, 2.2743, 31.7652
Si, -1.6351, 6.2093, 31.8982
Si, 6.0603, 5.6393, 23.1917
Si, 9.3537, 11.5141, 30.5008
Si, 3.631, 0.2298, 28.8393
Si, 4.6118, 8.2903, 24.155
Si, 7.9341, 2.2654, 29.8523
Si, 1.7078, 5.8207, 34.3409
Si, 0.6118, 10.5815, 26.0821
Si, 5.6974, -1.1906, 32.5258
Si, -2.5368, 13.074, 28.7551
Si, 5.6372, 5.7236, 34.1492
Si, 5.1353, 9.2073, 31.0174
Si, 0.304, 15.7169, 34.1594
Si, 2.0591, 11.982, 32.0614
Si, 13.4522, 13.4944, 26.239
Si, 5.1013, 6.0245, 31.7982
Si, 4.086, 2.113, 34.3611
Si, 7.7861, 2.2924, 34.271
Si, 2.9477, 0.6348, 31.1041
Si, 11.5323, 8.8949, 32.3107
Si, 11.8115, 10.8356, 30.9258
Si, -2.3948, 8.4014, 32.3534
Si, 7.983, 8.8967, 34.3885
Si, 9.6045, 5.5186, 34.2321
Si, 1.8454, 12.3123, 34.4288
Si, 5.7797, 12.2998, 34.8309
Si, 9.4208, 12.4227, 34.3197
Si, 2.0648, 1.1371, 35.1721
Si, 5.9872, 1.1724, 35.3748
Si, 9.8125, 1.2636, 35.0133
Si, -0.0573, 4.4689, 35.1355
Si, 3.7464, 4.5034, 34.9473
Si, 7.5889, 4.5491, 34.9965
Si, 2.06, 7.9795, 35.2551
Si, 5.8768, 7.9176, 35.0417
Si, 9.7984, 7.7093, 35.2867
Si, -0.1736, 11.2992, 35.1398
Si, 3.7619, 11.2903, 35.4376
Si, 7.7422, 11.1138, 35.317
Si, 1.9443, 1.1156, 37.5437
Si, 5.8213, 1.1303, 37.6665
Si, 9.6967, 1.1449, 37.4628
Si, -0.012, 4.4524, 37.5273
Si, 3.8417, 4.4644, 37.4313
Si, 7.7131, 4.4729, 37.4568
Si, 1.9587, 7.8282, 37.5932
Si, 5.811, 7.8287, 37.4744
Si, 9.6808, 7.7864, 37.6144
Si, -0.0301, 11.1934, 37.5246
Si, 3.8503, 11.1761, 37.711
Si, 7.7397, 11.1428, 37.6303
Si, -0.0082, -0.0084, 5.0916
Si, 3.898, -0.0126, 5.2159
Si, 7.7458, 0.0008, 5.1613
Si, 1.9244, 3.3454, 5.0302
Si, 5.774, 3.3437, 5.192
Si, 9.6464, 3.3587, 5.1895
Si, 0.0214, 6.6875, 4.9733
Si, 3.8743, 6.6742, 5.1511
Si, 7.7225, 6.7204, 5.1425
Si, 1.9251, 10.0089, 5.2464
Si, 5.7813, 10.0426, 4.9983
Si, 9.6957, 10.0651, 5.0813
Si, 0.0793, -0.0043, 7.4271
Si, 3.9516, -0.1399, 7.6504
Si, 7.8265, -0.0964, 7.5563
Si, 1.81, 3.2888, 7.3267
Si, 5.5753, 3.1308, 7.6017
Si, 9.5023, 3.3682, 7.5973
Si, 0.0783, 6.607, 7.2519
Si, 3.8737, 6.5377, 7.5277
Si, 8.0733, 7.085, 7.4529
Si, 1.9285, 9.85, 7.7187
Si, 5.767, 9.9864, 7.2871
Si, 9.8767, 10.1882, 7.4059
Si, -0.1044, 2.218, 8.1707
Si, 3.5664, 2.1061, 8.3427
Si, 7.5783, 2.1377, 8.3802
Si, 1.8895, 5.4669, 8.1765
Si, 5.1976, 5.0731, 8.862
Si, 9.7867, 5.6913, 8.1805
Si, 0.1625, 7.5449, 13.2997
Si, 4.0045, 8.7626, 8.3564
Si, 6.7466, 8.9829, 11.5279
Si, 0.2535, 10.428, 12.1299
Si, 5.9755, 12.0383, 8.3714
Si, 9.8483, 12.3116, 8.4069
Si, -5.0662, 1.8023, 11.302
Si, 2.6349, 2.6536, 10.5286
Si, 12.0377, 1.815, 10.4171
Si, -3.2602, 7.2851, 11.0269
Si, 4.4103, 9.2861, 17.9418
Si, 4.9908, 7.9119, 10.354
Si, 5.2585, 4.4984, 12.6021
Si, 4.8841, 11.5401, 19.9792
Si, 9.2857, 8.6266, 15.1755
Si, 3.8653, 14.3443, 11.6422
Si, 8.1563, 5.5569, 12.5825
Si, 13.0383, 11.4242, 14.7782
Si, 6.7792, 6.632, 9.3321
Si, 4.3925, -2.5358, 15.1386
Si, 4.6513, 0.608, 14.775
Si, -4.6509, 10.1485, 13.5207
Si, -0.1115, 8.6754, 8.3103
Si, 9.0514, 3.4446, 16.7937
Si, 7.8594, 9.328, 8.0628
Si, 9.3728, 11.6561, 10.7091
Si, 4.7735, 5.0331, 15.6283
Si, 1.9141, 14.3991, 15.8842
Si, 0.0289, 5.8681, 11.6157
Si, 8.6598, 8.9622, 23.2262
O, 6.9496, 17.1136, 20.1946
O, 4.2472, 10.2525, 19.2298
O, 8.708, -10.418, 18.3214
O, 31.4778, 9.6499, 14.3782
O, 22.1299, 2.633, 21.2053
O, 14.2027, -10.6396, 23.9438
O, 12.1442, 9.0616, 18.0637
O, 5.5857, 5.4878, 21.6321
O, -15.6829, 15.5486, 10.0573
O, 1.6552, 0.9559, 17.4983
O, 4.2226, 14.2228, 13.2275
O, -6.8409, 4.8075, 19.1072
O, 21.6878, 22.836, 16.3331
O, 6.0988, 14.6709, 15.0849
O, 28.7261, 10.0295, 14.316
O, 8.378, 12.0198, 19.0376
O, 17.4032, 11.0316, 21.2417
O, 18.2138, 9.8247, 31.4416
O, 0.9552, 2.118, 15.2041
O, -13.8429, 5.2329, 25.4078
O, -2.5343, 21.6816, 21.7954
O, -2.6798, 20.4606, 27.9144
O, 16.1345, 22.5928, 22.7868
O, 17.4199, 3.0903, 11.9915
Si, 4.6542, 3.7976, 17.7908
Si, 15.0657, 1.3667, 23.9067
Si, 13.5854, -8.3609, 10.5188
Si, -3.5371, 9.4754, 30.7052
Si, 11.1825, 12.9299, 21.8333
Si, 7.2411, -13.6828, 18.6232
Si, 7.5941, 0.925, 15.6449
Si, 6.1156, 4.7868, 29.2131
Si, -4.2895, -16.1573, 9.9866
Si, 0.1866, 3.471, 20.5209
Si, 0.0847, -9.9095, 15.218
Si, -3.5956, -1.0795, 25.9219
Si, 0.0642, -4.3697, 34.6241
Si, 10.5207, 3.8926, 12.2726
Si, 0.2474, 6.575, 20.3928
Si, -5.9798, 3.1151, 24.8287
Si, 8.4041, 1.8689, 24.9583
Si, 4.1292, 5.7107, 10.9087
Si, 10.5205, 15.0907, 22.5961
Si, 1.8338, 6.1677, 15.5021
Si, 6.0276, 5.079, 20.1205
Si, 7.8164, -7.3803, 15.5966
Si, 1.8524, 7.8634, 25.4475
Si, 12.8577, 10.0069, 28.9097
Si, 11.343, -3.2767, 17.1119
Si, -1.1544, -6.293, 9.972
Si, 7.2499, 14.9552, 32.0337
Si, 1.6981, -0.8999, 10.4765
Si, 9.4787, -4.7969, 20.2573
Si, 5.8694, 9.9351, 26.612
Si, 11.9179, 6.2715, 23.3545
Si, 1.6037, 7.8184, 18.0612
Si, 8.1179, 12.6607, 32.2459
Si, 9.0002, 19.5016, 24.0715
Si, 13.56, 12.1724, 8.2032
Si, 18.9983, 20.9595, 28.2091
Si, 2.0876, 2.0187, 18.6678
Si, 9.9045, -1.839, 19.3743
Si, 0.9768, 2.8305, 27.0966
Si, 1.3347, 20.3237, 28.4057
Si, -3.5349, 13.0721, 13.021
Si, -4.3585, 2.655, 18.9861
Si, -1.7198, 19.363, 28.6708
Si, 27.3342, 3.0854, 27.6646
Si, 2.6733, 13.4924, 21.1275
Si, 10.0124, 4.0816, 26.3689
Si, 15.975, 10.6851, 28.3772
Si, 5.8945, 9.5611, 21.9475
Si, 9.9514, 10.811, 23.9517
O, 3.3879, 14.0631, 22.4601
O, 20.3336, -19.0745, 24.3257
O, 14.0557, -0.0784, 27.7385
O, 5.7916, 21.8134, 18.1235
O, 14.8282, -10.3815, 18.0328
O, 0.028, 15.8126, 23.5796
O, 9.6136, 19.1869, 30.2934
O, -4.0622, 8.4146, 29.5765
O, 11.3847, 6.4839, 28.3727
O, 14.7423, -18.5045, 17.8708
O, 5.6536, 7.0734, 23.8467
O, 8.3654, 2.349, 15.7992
O, 11.9349, 2.6973, 28.5916
O, -2.0781, -10.7109, 29.8918
O, 12.44, 10.6587, 16.0633
O, 1.5812, 12.9957, 15.1468
O, 8.8961, -9.2439, 12.0966
O, 15.1885, 25.6968, 20.5523
O, 12.9527, 11.0162, 11.0882
O, 4.9131, -3.8467, 29.4316
O, -6.8695, -9.1504, 14.1579
O, 14.601, 13.7561, 25.1052
O, 22.5657, 2.5618, 11.4298
O, 0.4762, 0.1858, 10.8128
O, 33.9971, 11.6724, 22.8284
O, 12.3775, 6.8776, 21.912
O, 1.4311, 8.3858, 29.1418
O, 12.8055, -0.4458, 21.5735
O, 0.2233, 23.7386, 27.6595
O, 14.3319, 37.3376, 28.3911
O, 6.1732, 19.3251, 15.65
O, 1.7555, -3.9163, 25.6836
O, 7.8794, 14.2331, 28.9785
O, -8.0001, 5.4118, 31.5289
O, -4.2948, 1.1033, 19.5025
O, 15.1006, 14.7445, 15.6617
O, 15.0626, 19.4333, 15.6018
O, 10.6544, 3.5144, 16.4896
O, 14.6577, -13.8175, 11.2607
O, 5.7854, 12.4275, 18.94
O, 0.579, 7.3412, 24.5572
O, -5.4989, 5.1772, 30.8058
O, 7.3194, -12.3944, 12.463
O, 16.0201, 23.6205, 16.6266
O, 27.9795, -14.3541, 15.205
O, 8.5336, -7.7066, 14.1689
O, -1.6217, 23.5398, 20.1833
O, -15.9772, -10.437, 24.7842
O, 7.1339, -9.9003, 29.095
O, 32.0827, 11.8181, 24.6534
O, -0.8275, 11.3664, 18.005
O, 30.9152, 0.4962, 25.5442
O, 5.2915, -12.5404, 10.7936
O, -16.6718, -21.2869, 12.6386
O, 23.5942, 11.2642, 13.5328
O, 10.5232, 12.7027, 20.3483
O, 23.9404, -10.5717, 19.1285
O, 2.6516, 14.629, 19.9678
O, 12.4711, -11.9932, 26.2925
O, 5.0695, -4.0885, 25.3396
O, 8.395, 18.3238, 16.6523
O, 14.1448, 3.2785, 27.2836
O, 20.7405, 15.0373, 23.4949
O, 12.7324, 4.9158, 23.7433
O, 4.635, -1.1106, 28.7985
O, 5.9937, 2.8126, 17.8992
O, 11.6629, 3.9365, 26.2941
O, -1.2078, -5.4493, 14.1516
O, 16.644, 16.6334, 26.335
O, 9.4221, 15.9775, 26.0393
O, 22.1987, 7.4907, 19.9018
O, 5.0135, 15.1786, 24.1236
O, 19.0559, 13.48, 17.0436
O, 12.1928, -4.532, 12.4202
O, 27.8531, 17.6526, 28.6899
O, 8.2337, 8.4997, 19.2082
O, 7.6901, 5.5008, 23.3069
O, -0.7738, 16.9699, 13.8473
O, 1.9188, 7.0597, 26.8789
O, 1.5067, 20.3745, 19.4484
O, 14.5038, -2.6429, 14.4527
O, 18.4065, 8.6402, 27.1145
O, -16.0603, 22.9675, 23.0139
O, 11.5891, 14.9659, 30.9407
O, 13.7505, -7.5887, 29.2903
O, 27.6007, -11.7919, 28.3343
O, -17.1103, 35.2199, 20.7961
O, 16.8827, 4.4829, 24.0247
O, 7.1182, 25.1401, 13.1305
O, -23.4288, 5.018, 20.23
O, -20.003, -19.1906, 24.575
O, 12.7523, -8.6838, 15.2784
O, 1.4276, 20.5879, 14.292
O, 9.2487, 26.1737, 11.9304
O, 12.685, 25.5177, 25.8228
O, -1.211, -2.8688, 11.397
O, 1.4394, 3.4221, 21.5916
O, -4.8515, -2.1287, 26.1353
O, -2.7536, -1.0763, 27.3206
O, -1.9529, 4.5464, 27.8934
O, 10.9396, -3.122, 25.1318
O, 8.4778, 0.0483, 14.5644
O, -4.741, -7.0915, 19.4395
O, 12.8196, 20.1874, 16.864
O, 5.0834, 20.9894, 31.2912
O, 18.1105, 32.96, 28.3819
O, 13.2065, -9.6327, 31.1088
O, 10.3331, 5.9362, 23.1488
O, 8.3468, 7.5215, 15.9437
O, 22.11, 27.2753, 28.728

Results
free energy: -229408.453 eV
free energy less fixed offsets of O -568.88, Si -635.61 eV per atom: 3.477 eV

Forces (eV/angstrom), in the order of the atoms: element, x, y, z
Si, -0.0148, 0.0782, 0.0096
Si, -0.0238, 0.064, 0.0068
Si, -0.0037, -0.0082, 0.0392
Si, 0.0456, 0.0086, 0.0617
Si, -0.0271, 0.0413, -0.0559
Si, 0.0402, 0.0082, 0.0225
Si, -0.0122, -0.0213, -0.0097
Si, -0.0409, -0.0559, -0.0196
Si, 0.0113, -0.0356, 0.004
Si, -0.022, -0.0005, -0.1177
Si, 0.0438, -0.0068, 0.0866
Si, 0.0074, -0.0306, 0.046
Si, 0.1084, -0.1418, -0.0358
Si, 0.0035, 0.0109, -0.0276
Si, -0.0256, 0.0451, -0.0262
Si, -0.149, -0.131, -0.0213
Si, 0.084, -0.021, 0.0243
Si, -0.0845, 0.0292, -0.0545
Si, 0.1465, 0.1004, 0.007
Si, -0.0111, -0.1241, -0.007
Si, -0.0308, 0.0662, -0.0137
Si, 0.1827, -0.0282, -0.0003
Si, -0.2189, 0.0527, -0.0442
Si, 0.056, 0.043, -0.013
Si, 0.2216, -0.3297, 0.0074
Si, 0.0423, -0.0242, 0.3689
Si, -0.1174, 0.1595, 0.1111
Si, -0.3498, -0.3273, -0.4364
Si, 0.1535, -0.0263, -0.194
Si, -0.1943, 0.0088, 0.5029
Si, 0.46, 0.17, -0.1979
Si, -0.1879, -0.2616, -0.2943
Si, -0.1538, 0.0607, -0.2134
Si, 0.4627, -0.1421, -0.2005
Si, -0.5504, 0.0801, 0.1211
Si, 0.1344, 0.1429, -0.0936
Si, -0.0754, 0.1821, -0.1223
Si, -0.0654, 0.351, 0.5242
Si, 0.5349, 0.0639, -0.0109
Si, 0.0623, 0.0668, -0.2961
Si, -0.1582, 0.4983, -0.1408
Si, -0.215, 0.0696, -0.3992
Si, 0.2859, -0.2025, 0.1083
Si, 0.2757, -0.1748, -0.3544
Si, -0.2534, -0.1447, -0.208
Si, -0.5093, 0.0864, 0.3407
Si, 0.048, -0.2515, 0.2282
Si, 0.231, -0.1043, 0.2822
Si, -0.0074, 0.0528, -0.0114
Si, -0.0287, 0.1415, -0.011
Si, 0.1913, 0.0103, 0.0466
Si, 0.0434, 0.0489, 0.0174
Si, -0.0695, 0.2119, 0.008
Si, -0.0934, 0.033, 0.0314
Si, 0.1062, -0.0449, 0.0125
Si, 0.1229, -0.0697, 0.0502
Si, -0.0881, -0.0516, 0.008
Si, -0.1998, 0.0279, 0.0087
Si, -0.0021, -0.1192, -0.01
Si, 0.0922, -0.0662, 0.0162
Si, 0.0227, -0.0766, -0.0541
Si, 0.0257, -0.0679, 0.0245
Si, -0.005, -0.0024, -0.0512
Si, -0.0449, -0.0099, -0.0057
Si, 0.0191, -0.0418, 0.0766
Si, -0.0286, 0.0007, -0.0512
Si, 0.0173, 0.0239, 0.0715
Si, 0.0311, 0.0575, -0.0454
Si, -0.0045, 0.0345, -0.0137
Si, 0.0139, -0.0041, 0.0219
Si, -0.0527, -0.0033, -0.0798
Si, 0.0058, 0.0242, 0.0169
Si, -0.0008, -0.0098, -0.0096
Si, 0.0148, -0.0267, 0.0016
Si, 0.0201, -0.0519, -0.0133
Si, 0.007, -0.0166, 0.0066
Si, -0.0068, -0.0355, -0.0208
Si, 0.0256, 0.0022, 0.0208
Si, 0.0239, -0.0197, -0.024
Si, -0.0083, -0.007, -0.0003
Si, -0.0073, 0.0009, -0.0118
Si, 0.0795, 0.1703, 0.1279
Si, -0.0012, 0.0233, -0.0059
Si, -0.0589, -0.0233, 0.0361
Si, 0.0327, -0.0318, -0.0473
Si, 0.0237, 0.0352, 0.0262
Si, 0.018, 0.019, -0.0706
Si, -0.0061, -0.0162, -0.0047
Si, -0.0101, 0.0128, -0.0202
Si, -0.0253, 0.0419, 0.019
Si, -0.0029, 0.0039, -0.0849
Si, 0.0094, 0.0029, -0.0128
Si, -0.0924, -0.0119, -0.0079
Si, -0.0215, -0.0079, 0.0009
Si, -0.0128, 0.0197, 0.0084
Si, -0.0146, -0.0351, -0.0172
Si, -0.0282, 0.0286, -0.0553
Si, -0.0249, 0.0116, 0.0311
Si, 0.0072, 0.0028, 0.0297
Si, 0.0004, -0.004, 0.0209
Si, -0.0108, -0.0103, -0.0246
Si, 0.0156, 0.0011, 0.0128
Si, -0.0147, -0.0031, -0.0461
Si, 0.0311, -0.0146, 0.0488
Si, -0.019, -0.0307, 0.0029
Si, 0.0088, 0.0083, 0.002
Si, 0.0046, -0.0336, -0.0063
Si, -0.0076, 0.0175, 0.0217
Si, -0.0029, 0.0039, 0.0049
Si, 0.0077, 0.0255, -0.0198
Si, -0.0167, -0.0075, 0.0059
Si, 0.0123, 0.0153, 0.0119
Si, 0.0187, 0.0166, -0.0108
Si, 0.0202, -0.0079, -0.0122
Si, -0.0173, -0.0074, 0.0179
Si, -0.0111, -0.0067, 0.0017
Si, -0.043, 0.0197, 0.006
Si, 0.0039, 0.0033, 0.0072
Si, 0.0075, 0.013, -0.0073
Si, 0.0139, 0.0002, -0.0044
Si, 0.0027, 0.0101, 0.0048
Si, -0.0125, -0.003, 0.0101
Si, -0.0027, -0.0126, -0.0071
Si, 0.0076, 0.0058, -0.0086
Si, 0.0083, -0.0012, 0.0062
Si, 0.0002, 0.0042, -0.0061
Si, -0.0042, -0.005, -0.0079
Si, -0.0063, -0.0001, 0.0052
Si, -0.0053, 0.0097, 0.0001
Si, 0.0128, -0.0169, 0.0049
Si, 0.005, -0.0001, 0.0163
Si, 0.0032, 0.0063, 0.0019
Si, 0.0041, -0.0002, 0.0049
Si, -0.001, 0.0031, -0.0107
Si, -0.0033, -0.0129, 0.0161
Si, 0.0072, 0.0033, -0.0038
Si, -0.0079, 0.0048, 0.0001
Si, 0.0081, -0.016, -0.0067
Si, -0.0077, 0.013, -0.0196
Si, -0.0113, -0.0151, -0.0067
Si, 0.0368, 0.0284, 0.0406
Si, 0.0037, 0.0013, -0.0002
Si, 0.0086, 0.0072, -0.0278
Si, -0.0202, -0.0299, 0.0154
Si, -0.0033, 0.0101, 0.001
Si, -0.0453, 0.0183, -0.0091
Si, -0.0137, 0.0195, 0.0011
Si, 0.0065, -0.0182, -0.0079
Si, 0.0464, 0.0126, 0.0042
Si, -0.0136, -0.0047, 0.0184
Si, -0.009, -0.0319, 0.0088
Si, -0.033, 0.0262, -0.0247
Si, -0.2864, -0.3596, 0.1111
Si, 0.0216, -0.0015, -0.0137
Si, 0.0119, -0.0079, 0.0141
Si, -0.0172, -0.0219, 0.0144
Si, 0.0077, -0.0243, 0.0233
Si, -0.0153, -0.021, 0.0019
Si, 0.0003, -0.0079, -0.074
Si, 0.0111, 0.0328, -0.0219
Si, 0.0818, 0.0376, -0.1246
Si, 0.0094, 0.023, -0.0195
Si, 0.0063, 0.0352, 0.0686
Si, -0.0162, -0.0336, -0.0106
Si, 0.0023, -0.036, 0.003
Si, 0.0342, -0.0315, -0.0098
Si, 0.0356, -0.0012, 0.0261
Si, 0.0163, 0.0156, -0.0035
Si, 0.0182, -0.0196, 0.0357
Si, -0.0392, 0.0024, 0.0226
Si, 0.0352, 0.0046, -0.0252
Si, -0.0767, 0.0108, 0.011
Si, 0.003, -0.0088, 0.018
Si, 0.0224, -0.0267, 0.0488
Si, 0.0238, 0.0033, 0.0349
Si, -0.01, 0.0095, 0.0194
Si, 0.0148, -0.0172, 0.0258
Si, 0.0278, -0.0239, 0.002
Si, -0.0185, -0.0014, 0.0069
Si, -0.0216, -0.0105, 0.0026
Si, 0.2053, 0.2352, -0.1126
Si, 0.0078, 0.0058, 0.028
Si, 0.0187, 0.0156, 0.0285
Si, 0.0089, -0.0045, -0.0023
Si, -0.0129, 0.0083, 0.0215
Si, -0.0048, 0.0139, 0.0035
Si, -0.0385, 0.0747, 0.0413
Si, 0.0095, -0.042, -0.0429
Si, 0.0016, 0.0415, 0.0628
Si, -0.0017, 0.0194, 0.0219
Si, 0.0249, 0.0239, -0.0325
Si, -0.0055, 0.0366, 0.0125
O, 0.0017, -0.0046, -0.0015
O, 0.0044, -0.0153, -0.0197
O, 0.0036, 0.0024, -0.0156
O, -0.0198, 0.0081, -0.0138
O, 0.0021, 0.0202, 0.0043
O, 0.0146, -0.0117, 0.0046
O, 0.0034, 0.0004, -0.0102
O, 0.0056, -0.0004, 0.0148
O, -0.0009, 0.0082, 0.0503
O, -0.0012, -0.0062, -0.0305
O, -0.0174, 0.005, -0.0339
O, -0.0032, 0.0085, 0.0081
O, 0.0124, 0.008, 0.0084
O, -0.0047, -0.0122, -0.0042
O, -0.0078, -0.0061, -0.0018
O, 0.0012, 0.0093, -0.0043
O, -0.0127, 0.0081, -0.0224
O, 0.0985, 0.1057, 0.0272
O, -0.0143, 0.0211, 0.0036
O, 0.006, -0.0077, 0.0156
O, -0.0031, -0.007, 0.0017
O, -0.0026, -0.0068, 0.0199
O, -0.0091, -0.0014, -0.0031
O, -0.0056, 0.0041, -0.012
Si, 0.0011, 0.012, -0.0315
Si, 0.0018, -0.0241, -0.0324
Si, -0.01, -0.0232, -0.0187
Si, 0.0786, -0.0177, 0.0138
Si, 0.0121, -0.0109, -0.0287
Si, 0.0072, -0.0141, 0.0204
Si, -0.0119, 0.0141, 0.0173
Si, 0.0133, 0.0458, 0.0168
Si, -0.0236, 0.0173, 0.0105
Si, -0.0216, -0.0191, -0.0024
Si, 0.0013, -0.0076, 0.0103
Si, -0.036, -0.0534, -0.0275
Si, 0.0122, 0.0047, 0.0054
Si, -0.0181, -0.0074, 0.0686
Si, -0.0185, -0.0018, -0.0089
Si, 0.0181, 0.0032, -0.0016
Si, 0.0083, -0.0346, -0.0116
Si, 0.0385, 0.0519, 0.0441
Si, 0.0041, -0.0498, -0.0443
Si, 0.0041, 0.0161, 0.0086
Si, -0.0087, 0.0053, -0.0116
Si, -0.0349, 0.0133, 0.0233
Si, 0.0139, 0.026, -0.0093
Si, 0.0164, -0.0189, -0.0647
Si, -0.0159, -0.0024, 0.0304
Si, 0.0133, -0.0073, 0.0066
Si, -0.0163, -0.0007, 0.0059
Si, 0.0255, -0.0103, 0.0462
Si, 0.004, 0.0135, 0.0003
Si, -0.0107, 0.0469, -0.0133
Si, -0.0089, 0.0026, -0.0129
Si, -0.0027, -0.0085, 0.0001
Si, 0.0405, -0.0311, -0.0327
Si, -0.0062, 0.0219, -0.005
Si, -0.004, -0.0006, 0.0164
Si, -0.0598, 0.044, 0.0102
Si, 0.0007, 0.0146, 0.0262
Si, -0.0028, 0.0315, 0.0458
Si, -0.0163, -0.0148, 0.0029
Si, 0.0503, 0.027, 0.0059
Si, -0.0214, 0.0436, 0.0045
Si, -0.0067, 0.002, 0.0142
Si, -0.0067, -0.0109, -0.1025
Si, -0.0075, -0.0066, 0.006
Si, -0.0045, -0.0337, 0.0042
Si, -0.0131, -0.0051, -0.0046
Si, 0.0286, -0.0123, -0.0004
Si, 0.009, -0.0007, 0.0321
Si, -0.0134, -0.002, -0.0009
O, -0.0105, 0.0186, 0.0269
O, 0.0059, -0.03, 0.0072
O, 0.0205, 0.0156, 0.0303
O, -0.0144, 0.0093, -0.0008
O, -0.0125, -0.0152, 0.0071
O, 0.0181, 0.0229, 0.0319
O, -0.0729, -0.0928, -0.0524
O, 0.0143, -0.0206, -0.0607
O, -0.0345, -0.0113, 0.0144
O, -0.0007, 0.0093, 0.0057
O, -0.0027, -0.0227, -0.0057
O, 0.0054, 0.001, 0.0056
O, -0.0088, -0.0183, 0.0152
O, -0.0331, 0.0047, 0.0245
O, 0.0031, 0.0094, -0.0075
O, 0.0016, -0.0087, 0.0043
O, 0.0026, -0.0036, -0.0213
O, -0.006, 0.0262, 0.0133
O, -0.0104, 0.003, -0.003
O, -0.0354, 0.018, -0.0402
O, -0.0066, -0.0274, -0.0334
O, -0.004, 0.0115, 0.0047
O, -0.0233, 0.0019, 0.0034
O, -0.0153, -0.0057, 0.0052
O, -0.0043, 0.0102, 0.0081
O, 0.0012, -0.0038, 0.0121
O, -0.0075, -0.0095, 0.0051
O, 0.0108, 0.0151, 0.0072
O, 0.0013, -0.0062, 0.0116
O, -0.0409, 0.007, 0.021
O, 0.0144, -0.0076, -0.0055
O, -0.0101, -0.0212, 0.0097
O, -0.0167, -0.0008, 0.0393
O, 0.0021, 0.0136, 0.0306
O, -0.0005, -0.0017, -0.0116
O, -0.006, -0.012, -0.0026
O, -0.0182, -0.0072, -0.0042
O, -0.0019, -0.0054, -0.0163
O, -0.0246, -0.0097, -0.008
O, -0.0052, -0.0076, 0.0067
O, 0.0149, -0.0027, 0.0124
O, 0.0032, -0.0168, -0.0069
O, -0.009, -0.0247, -0.0134
O, -0.0056, 0.0131, -0.024
O, -0.0156, -0.0284, -0.0021
O, 0.0028, -0.0129, 0.0013
O, 0.0014, 0, -0.0059
O, -0.024, 0.0078, 0.0047
O, -0.0027, -0.0188, 0.0293
O, 0.004, 0.0078, 0.01
O, 0.0092, -0.0091, -0.0216
O, 0.0053, 0.0121, 0.0068
O, -0.0048, 0.0244, 0.0044
O, 0.0283, -0.0251, 0.0102
O, 0.0035, 0.0051, 0.0061
O, -0.0084, -0.0179, -0.0096
O, 0.0117, -0.0039, -0.0086
O, -0.0057, 0.0087, -0.0056
O, 0.0079, 0.0187, 0.0125
O, -0.0162, -0.0248, -0.0167
O, 0.0097, -0.0155, 0.0029
O, 0.0185, -0.0009, 0.0006
O, -0.0229, 0.0148, 0.0301
O, 0.0036, 0.0058, 0.0053
O, -0.0103, 0.0217, 0.0079
O, 0.0116, -0.0176, -0.0042
O, 0.0028, 0.0076, 0.0073
O, 0.0075, -0.0063, -0.0074
O, -0.0083, -0.0021, 0.0109
O, 0.0109, 0.0209, 0.0113
O, 0.007, -0.0029, 0.0077
O, -0.0175, 0.0031, 0.0052
O, -0.0012, 0.0095, -0.0206
O, -0.0049, -0.0001, 0.0001
O, 0.0111, -0.0088, -0.0042
O, -0.0051, -0.0007, 0.0061
O, -0.0039, -0.0062, 0.005
O, 0.0022, 0.0004, 0.002
O, -0.0066, -0.0016, 0.0055
O, -0.0008, 0.0074, -0.0073
O, 0.0057, 0.0064, 0.0062
O, 0.0424, -0.0856, 0.0724
O, -0.0076, -0.0068, -0.0075
O, -0.0031, 0.0113, -0.0105
O, -0.0074, 0.0037, 0.0326
O, -0.0084, 0.0151, -0.0016
O, 0.0019, 0.003, -0.0095
O, -0.0041, -0.0102, 0.0094
O, -0.0066, 0.0072, -0.0135
O, 0.006, 0.0057, 0.0111
O, -0.0218, -0.0051, 0.0057
O, -0.0108, 0.0056, -0.003
O, -0.0348, -0.0207, -0.0068
O, 0.0125, 0.0102, 0.0155
O, 0.0061, 0.014, 0.0091
O, -0.0092, 0.041, 0.0064
O, -0.0039, 0.0004, 0.0161
O, 0.0165, 0.035, 0.0124
O, 0.0166, 0.0122, 0.0794
O, 0.0062, 0.0075, 0.0104
O, 0.0246, 0.0036, 0.0209
O, 0.0047, -0.0045, 0.0065
O, -0.0007, 0.0087, 0.0047
O, 0.0089, -0.0128, -0.0284
O, 0.0143, -0.0943, 0.0689
O, 0.0201, 0.0006, 0.0051
O, -0.0103, 0.0466, -0.0138
O, 0.0045, 0.0008, 0.0116
O, -0.0015, -0.0034, -0.0063
O, -0.0032, -0.0053, 0.0111

The program warned: the cutoff lies below the one the program advises for these potential files; the forces do not sum to zero within the program's tolerance; the exchange-correlation potential is rough where the density is thin.
